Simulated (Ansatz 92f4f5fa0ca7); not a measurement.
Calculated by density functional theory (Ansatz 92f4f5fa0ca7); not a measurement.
Periodic cell of 408 atoms, Si264O144, from a study of silicon, its oxide and their interface. The atomic structure is a simulated model.
Doubt: the cutoff is far below the 930 eV that the study's wrapper takes by default for these files, so forces and energies are approximate.
This geometry differs little from another in the collection (a relaxation step or a small displacement).

Settings: functional PBE; potential files Ansatz PAW; basis plane waves; wave-function cutoff 580 eV; density cutoff ratio 5; exchange-correlation grid ratio 1; k mesh 1 x 1 x 1, Gamma-centred; self-consistency stop 5e-08 eV per atom in the density residual; occupations fixed; spin none; net charge 0.

Cell vectors (angstrom)
a 15.4687 0 0
b 0 12.8259 0
c 0 0 36.3434

Atoms and the computed forces on them: element, x, y, z (angstrom), force x, y, z (eV/angstrom)
Si 0.0006 1.1678 33.6589 0.0014 -0.0003 -0.0034
Si 3.8835 1.1676 33.6746 0.0011 -0.0011 -0.0029
Si 7.762 1.1648 33.6861 -0.002 0.0001 -0.0029
Si 11.6206 1.1668 33.6586 0.0004 0 -0.0036
Si 1.9113 7.5774 33.6647 0.0001 0.0009 -0.0023
Si 5.7844 7.5736 33.7025 0 0.0016 -0.0019
Si 9.6435 7.5779 33.6728 -0.0012 0.0011 -0.0025
Si 13.5239 7.5762 33.6682 0.0003 0.001 -0.0022
Si 1.9336 5.247 34.0765 0.0685 0.0201 0.0129
Si 5.8008 5.247 34.0765 0.0975 -0.0814 -0.1189
Si 9.6679 5.247 34.0765 -0.106 0.0183 0.0769
Si 13.5351 5.247 34.0765 0.1309 -0.0816 -0.0025
Si 0 11.6599 34.0765 -0.0221 -0.0543 -0.164
Si 3.8672 11.6599 34.0765 0.1221 0.0576 0.0535
Si 7.7343 11.6599 34.0765 0.0018 -0.0942 -0.1496
Si 11.6015 11.6599 34.0765 0.0524 -0.0007 -0.0941
Si 0 4.664 35.3133 -0.0173 0.0043 -0.0099
Si 3.8672 4.664 35.3133 -0.0438 -0.0291 -0.0372
Si 7.7343 4.664 35.3133 0.0148 -0.0007 0.0046
Si 11.6015 4.664 35.3133 0.0153 -0.0269 -0.0419
Si 1.9336 11.0769 35.3133 -0.0116 -0.0378 -0.0415
Si 5.8008 11.0769 35.3133 -0.0172 0.0211 0.001
Si 9.6679 11.0769 35.3133 -0.012 -0.0442 -0.0483
Si 13.5351 11.0769 35.3133 -0.0124 0.0079 -0.0221
Si 0 2.332 35.7255 -0.0392 -0.0156 -0.0152
Si 3.8672 2.332 35.7255 0.0207 0.0173 0.0934
Si 7.7343 2.332 35.7255 0.0605 0.0296 0.1642
Si 11.6015 2.332 35.7255 0.0531 -0.0187 -0.0266
Si 1.9336 8.745 35.7255 -0.0605 0.009 0.0103
Si 5.8008 8.745 35.7255 -0.0209 0.0746 0.2494
Si 9.6679 8.745 35.7255 -0.0365 0.0243 0.0805
Si 13.5351 8.745 35.7255 -0.0005 0.0012 0.0384
Si 1.9336 1.749 0.6188 -0.0323 -0.0048 -0.023
Si 5.8008 1.749 0.6188 -0.0093 -0.0022 0.0014
Si 9.6679 1.749 0.6188 0.0052 0.0191 -0.0032
Si 13.5351 1.749 0.6188 0.0017 0.013 -0.0064
Si 0 8.162 0.6188 -0.007 -0.0081 -0.0048
Si 3.8672 8.162 0.6188 0.0034 0.0055 0.0002
Si 7.7343 8.162 0.6188 -0.0178 0.0008 0.0132
Si 11.6015 8.162 0.6188 0.0111 -0.0074 -0.0199
Si 0 5.83 1.031 0.0158 -0.0196 0.0007
Si 3.8672 5.83 1.031 0.0489 -0.0036 0.0046
Si 7.7343 5.83 1.031 -0.0205 0.0072 0.0348
Si 11.6015 5.83 1.031 -0.0075 -0.0052 -0.002
Si 1.9336 12.2429 1.031 0.0042 0.0322 0.0202
Si 5.8008 12.2429 1.031 0.0104 -0.0314 -0.0177
Si 9.6679 12.2429 1.031 0.0017 0.0147 0.0166
Si 13.5351 12.2429 1.031 0.005 -0.0065 0.0014
Si 1.9336 5.247 2.2678 -0.0484 -0.0134 0.0676
Si 5.8008 5.247 2.2678 -0.0854 -0.0653 -0.1825
Si 9.6679 5.247 2.2678 0.102 -0.0316 -0.086
Si 13.5351 5.247 2.2678 0.056 -0.0192 -0.0505
Si 0 11.6599 2.2678 -0.0451 0.0065 -0.019
Si 3.8672 11.6599 2.2678 0.0567 -0.0092 -0.1194
Si 7.7343 11.6599 2.2678 -0.0408 0.0119 -0.0265
Si 11.6015 11.6599 2.2678 0.0293 0.0109 -0.0421
Si 1.9336 2.915 2.68 0.0258 -0.0365 -0.0361
Si 5.8008 2.915 2.68 0.0163 -0.0005 0.0076
Si 9.6679 2.915 2.68 0.0033 -0.0412 -0.0143
Si 13.5351 2.915 2.68 0.0033 -0.0138 0.0227
Si 0 9.328 2.68 0.0058 0.0738 0.0726
Si 3.8672 9.328 2.68 0.0086 0.0331 0.0376
Si 7.7343 9.328 2.68 0.0208 0.0542 0.0731
Si 11.6015 9.328 2.68 -0.013 0.0181 0.0403
Si 0.4176 -0.0524 27.083 0.003 0.0014 -0.0087
Si 3.4609 0.1764 26.4166 -0.0048 0.0102 -0.0021
Si 7.9863 -0.0917 27.0228 -0.0013 -0.0006 -0.0093
Si 11.1604 -0.0749 27.0059 0.0015 -0.0003 -0.0063
Si 2.0107 4.0917 27.3725 -0.0002 0.0001 -0.0003
Si 5.3795 6.6519 27.0103 -0.0036 -0.0049 0.0051
Si 9.9653 6.1331 26.6604 -0.0002 0.0017 0.0019
Si 13.1081 6.6926 27.0241 0.0016 -0.0007 -0.0047
Si 2.1755 6.4093 27.2595 -0.0009 0.0001 -0.0078
Si 5.971 3.736 27.4014 -0.0063 0.0044 -0.0027
Si 9.9249 3.9017 27.3999 -0.0021 -0.0017 -0.0022
Si 13.6292 3.7438 27.6545 -0.0066 0.0145 -0.009
Si 0.1532 10.4558 27.5004 -0.0001 -0.0032 0.0002
Si 3.8134 10.1401 27.2953 -0.0004 0.0016 0.0127
Si 7.7776 10.4055 27.3704 -0.0006 -0.0015 0.0003
Si 11.5674 10.4198 27.2631 0.0001 0.0011 0.0004
Si 0.1758 3.4019 28.7303 0.002 -0.0005 -0.0031
Si 3.9417 3.5561 28.6792 -0.0004 -0.004 0.0022
Si 7.9202 3.3499 28.6346 0.006 -0.0005 -0.002
Si 11.6629 3.4402 28.8825 0.0044 -0.0031 -0.0041
Si 1.9954 9.868 28.8007 0 0 -0.0034
Si 5.7998 9.9651 28.6132 0.0019 0.001 0
Si 9.6995 9.9322 28.6898 0.0012 0.003 -0.0088
Si 13.5332 9.9517 28.5928 -0.0002 0.0003 -0.0054
Si 0.0882 1.0923 29.1445 0.0006 0.0026 0.0013
Si 3.9451 1.3002 29.3062 -0.0016 0.0148 0.0023
Si 7.8001 1.0569 29.1288 -0.0017 0.0027 0.0009
Si 11.5878 1.0819 29.1052 -0.0012 0.0044 -0.0014
Si 1.926 7.5777 29.2667 0.0026 0.004 0.0021
Si 5.7441 7.6572 29.1203 -0.0042 0.0007 -0.0012
Si 9.5488 7.6832 29.2848 -0.0075 -0.0057 0.0047
Si 13.4369 7.6272 29.1477 -0.0024 0.0029 0.0056
Si 1.9882 0.5738 30.428 0.0018 -0.0037 0.0002
Si 5.8735 0.6068 30.4353 -0.0014 -0.0027 0.0013
Si 9.7015 0.545 30.4125 0.0009 0.0002 -0.0027
Si 13.559 0.5369 30.3087 -0.0014 -0.0016 0.0014
Si -0.0693 6.9716 30.3447 -0.0011 -0.004 0.001
Si 3.8793 7.0311 30.4375 0.0024 -0.0067 0.0012
Si 7.6337 6.9932 30.4164 0.0033 0.0005 -0.0046
Si 11.5411 7.0132 30.4023 0.0014 -0.0007 -0.0033
Si 0.0484 4.6407 30.7575 -0.0018 0.0024 -0.002
Si 3.9121 4.6971 30.7649 0.0022 0.0097 -0.0063
Si 7.7704 4.6244 30.6886 -0.0011 0.0024 0.0001
Si 11.6153 4.6812 30.8576 0.0021 0.0036 -0.0011
Si 1.9906 11.0759 30.821 -0.0002 0.0024 -0.0029
Si 5.8101 11.0879 30.7268 -0.0005 0.0028 -0.0046
Si 9.6953 11.0624 30.78 -0.0022 -0.0006 0.0024
Si 13.543 11.0489 30.7169 0.0004 0.0021 -0.0011
Si 1.9756 4.0989 32.0088 -0.0001 -0.0031 0.0008
Si 5.8447 4.0769 31.9871 -0.0001 -0.0007 -0.0008
Si 9.6595 4.0869 32.0223 -0.001 -0.0014 -0.0013
Si 13.5768 4.0653 32.0162 -0.0016 -0.001 0.0009
Si 0.0078 10.4835 31.9901 0.0005 0.0003 -0.0001
Si 3.913 10.4896 32.0283 0 -0.0017 0.0015
Si 7.7344 10.4824 31.9884 0.001 -0.0005 -0.0005
Si 11.6243 10.4818 32.0073 -0.0001 0.0011 0.001
Si 1.9501 1.7687 32.4569 -0.0029 0.0008 -0.0008
Si 5.8387 1.7635 32.4766 0.0018 -0.0009 -0.0003
Si 9.6823 1.7532 32.4406 0.0005 -0.0003 -0.0004
Si 13.5448 1.7248 32.3847 -0.0003 0.0015 -0.0016
Si -0.024 8.1485 32.4107 -0.0006 -0.0027 -0.0012
Si 3.868 8.1739 32.4818 -0.0003 -0.0009 -0.0042
Si 7.6885 8.1579 32.4635 0 -0.0011 0.0004
Si 11.5789 8.1652 32.4584 -0.0003 -0.0024 -0.0026
Si 0 2.332 3.9167 -0.0335 0.0326 0.092
Si 3.8672 2.332 3.9167 -0.1571 -0.0343 -0.2042
Si 7.7343 2.332 3.9167 0.0852 -0.1062 -0.2709
Si 11.6015 2.332 3.9167 0.0298 0.1276 0.137
Si 1.9336 8.745 3.9167 -0.0438 -0.054 0.1797
Si 5.8008 8.745 3.9167 -0.1795 0.0109 0.1316
Si 9.6679 8.745 3.9167 0.0402 0.0417 0.0928
Si 13.5351 8.745 3.9167 -0.0265 0.1037 0.3094
Si 1.9233 6.4185 4.3382 0.0004 -0.003 0
Si 5.7781 6.4177 4.2983 -0.0009 -0.0018 0.0005
Si 9.6966 6.418 4.3158 -0.0003 -0.0018 -0.0005
Si 13.558 6.4125 4.3239 0.0005 -0.0008 0.0009
Si -0.0058 12.8235 4.3314 -0.0004 0.0003 0.0021
Si 3.8769 12.8179 4.3192 0.0004 -0.0004 0.0009
Si 7.7224 12.8207 4.3293 -0.0005 0.0001 0.0009
Si 11.6004 12.8264 4.3259 -0.0001 0.0001 0.0011
Si -0.0004 5.8398 5.6067 -0.0004 0.0017 -0.001
Si 3.8619 5.8533 5.57 -0.0009 0.004 0.0001
Si 7.7274 5.8296 5.4673 0.0017 0.0035 0.0038
Si 11.638 5.8687 5.573 0.0003 -0.001 -0.0013
Si 1.9448 12.1905 5.512 0.0003 -0.0008 -0.0018
Si 5.7924 12.2009 5.5648 -0.0002 0.0035 0.0023
Si 9.6625 12.2318 5.5391 0.0012 -0.0007 0.0015
Si 13.5245 12.2574 5.5793 -0.0002 0.0001 -0.0005
Si -0.0005 3.498 5.9972 0.0015 -0.0025 -0.0032
Si 3.8239 3.5132 5.9441 -0.002 -0.0026 -0.0015
Si 7.7369 3.5062 5.9339 -0.0022 0.0029 -0.0033
Si 11.6071 3.5319 5.9931 -0.0011 0.0013 -0.0023
Si 1.9026 9.8768 6.0179 -0.0019 0.0018 0.0014
Si 5.7451 9.8906 6.0135 -0.0026 -0.0004 -0.002
Si 9.6574 9.9094 5.9959 0.0003 0.0031 -0.0028
Si 13.5026 9.9259 6.0308 0.0013 0.0009 -0.0004
Si 1.9364 2.8332 7.2009 0.0017 0.0024 -0.0038
Si 5.7724 2.8068 7.0235 -0.0005 -0.0041 0.0039
Si 9.6481 2.9201 7.1869 0.0054 -0.0127 0.0018
Si 13.5366 2.9678 7.2623 -0.001 0.0042 0.0003
Si -0.0392 9.3377 7.2976 0.0006 -0.0029 -0.002
Si 3.8092 9.3554 7.3363 0 -0.0025 -0.0015
Si 7.703 9.3427 7.2113 0.001 -0.0099 -0.0041
Si 11.5641 9.4016 7.3295 0.0006 -0.004 -0.0007
Si -0.0366 7.0009 7.6995 0.0002 0.0017 0.0009
Si 3.8887 7.0138 7.645 -0.0014 -0.0001 -0.0026
Si 7.7287 6.9852 7.4908 -0.0018 0.0004 -0.0082
Si 11.6775 7.0488 7.6383 0.0035 0.0061 -0.0015
Si 1.9934 13.3259 7.5497 -0.0015 -0.0005 0.0016
Si 5.7677 13.3598 7.6206 -0.0097 -0.0018 -0.0052
Si 9.6559 13.4327 7.5617 -0.0099 0.0107 0.0002
Si 13.5282 13.4711 7.6205 -0.0012 -0.0045 -0.0004
Si 1.9506 6.2998 8.7701 -0.0013 0.0055 0.0026
Si 5.8488 6.2589 8.7474 0.0144 0.009 0.025
Si 9.6923 6.3541 8.616 -0.008 0.0025 0.0113
Si 13.5106 6.411 8.9998 0.0011 -0.0012 -0.0048
Si 0.0339 12.8229 8.7248 0.0006 -0.0034 0.0026
Si 3.8575 12.7628 8.9208 0.0054 -0.0028 -0.0043
Si 7.7354 12.9116 8.8321 0.0174 -0.021 0.0091
Si 11.5736 12.9371 8.8398 0.0023 -0.0024 -0.0012
Si 1.9479 4.0438 9.2303 -0.0007 -0.0064 0.0085
Si 5.8061 3.9281 9.0201 -0.0006 0.0007 -0.0012
Si 9.6201 4.1094 9.2309 -0.0049 -0.0009 0.0063
Si 13.5206 4.0829 9.3794 0.0002 -0.0015 0.0051
Si -0.0893 10.5669 9.3515 -0.002 0.0023 -0.0012
Si 3.7435 10.4331 9.5156 0.0003 0.0019 -0.0021
Si 7.646 10.6006 9.2297 -0.0079 0.0498 -0.0167
Si 11.4871 10.6792 9.3931 -0.0032 0.0014 0.0002
Si 0.047 3.5207 10.5625 -0.0007 0.0024 -0.0021
Si 3.9559 3.5389 10.3945 -0.0008 0.0026 -0.0017
Si 7.6318 3.5418 10.4205 0.0031 0.0038 -0.0005
Si 11.5076 3.5278 10.5405 0.0023 -0.0001 -0.0031
Si 1.6853 10.2249 10.8858 0.0001 0.0079 0.0033
Si 5.8276 9.7187 10.4125 0.006 -0.0104 0.0066
Si 9.4913 10.2455 10.6239 0.0066 0.0115 0.0182
Si 13.4195 10.3104 10.685 -0.002 0.0026 0.0032
Si 0.3767 1.2444 10.659 0.0031 0.0002 -0.0007
Si 3.5251 1.2599 10.8766 -0.0037 0.003 0.002
Si 8.0214 1.2642 10.882 0.0052 -0.0003 -0.0096
Si 11.1784 1.2497 10.8895 -0.0056 0.0027 0.0014
Si 1.2485 7.2323 11.7069 0.0008 -0.0006 -0.0003
Si 6.7834 7.5029 10.4738 -0.0269 -0.027 -0.0404
Si 9.1846 7.226 10.676 0.0064 0.011 -0.0115
Si 13.5836 7.2125 11.2529 0.0002 -0.0001 0.0029
O 9.5731 0.1552 26.5722 -0.0009 0.0004 0.0005
O 1.8553 0.4937 26.431 -0.0077 0.0057 -0.0006
O 11.7394 4.586 24.4997 -0.0007 0.0002 -0.0002
O 3.7743 6.335 26.8258 0.0047 0.0019 -0.0032
O -0.3452 6.8386 11.7341 -0.0003 0.0008 -0.0017
O 1.4488 8.8321 11.7099 -0.0005 -0.0032 -0.0001
O 9.5985 13.8436 11.334 -0.001 0 0.0009
O 1.921 13.9108 11.2465 -0.002 0.0002 0.0001
O 4.3898 13.5477 12.1798 -0.001 -0.0015 -0.0014
O 13.4662 11.335 11.9804 0.0001 -0.0011 -0.0035
O 2.0401 6.6452 12.9858 -0.0006 0.0016 -0.0038
O 6.5036 7.3202 12.1045 -0.0003 -0.0024 0.022
O 12.4364 6.5675 12.2448 0.0001 0.0007 -0.0011
O 1.5129 11.2559 12.172 0.0004 -0.002 -0.0056
O 14.7693 13.6135 11.8019 0.0008 0.0015 -0.0017
O 7.0435 13.5777 12.108 -0.0031 -0.0006 0.0029
O 9.0275 10.9767 12.0406 0.0019 -0.0006 -0.009
O 4.3913 4.4483 11.7466 -0.0016 -0.0014 -0.0012
O 7.1485 4.4039 11.7866 0.0003 0.0002 -0.0002
O 0.1167 3.9532 12.1765 0.0004 0.0008 -0.0027
O 9.7381 6.2777 11.9108 -0.0003 -0.0027 0.0042
O 12.0866 13.568 12.1724 0.0005 -0.0006 -0.0008
O 5.7922 9.887 12.1012 -0.0028 0.0032 -0.001
O 11.3806 4.1897 12.0667 -0.0008 0.0007 -0.0003
O 10.2988 2.9446 26.0627 -0.0008 0.0013 0.0001
O 8.99 6.3481 25.3441 0.0006 0.0024 0.0003
O 0.3334 9.6182 26.0708 0.0006 0.0032 0.0003
O 6.9532 0.4778 25.8599 0.0023 -0.0007 0.0013
O 7.8592 9.5202 25.9385 0.0003 0.0008 0.0009
O 4.3112 0.9002 25.2325 0.0018 0.0035 -0.006
O 14.0409 7.6612 26.0847 -0.003 -0.0003 -0.0001
O 12.1017 0.4575 25.76 -0.0025 -0.0003 0.0016
O 1.215 7.0703 26.0903 0.0016 -0.0004 0.0015
O 2.2069 3.6086 25.7672 0.0005 0.0002 -0.0008
O 11.5288 9.6164 25.7868 -0.0007 0 0.0012
O 3.7458 8.9644 26.1375 -0.0012 -0.0109 -0.0037
O 5.8253 7.4893 25.67 0.0017 -0.0006 -0.0042
O 14.7404 0.2523 25.95 0.0001 0.0023 0.0011
O 5.8781 2.8765 26.0022 0.0008 0.0006 -0.0003
O 13.5333 2.541 26.5567 0.0007 0.0013 0.0024
Si 16.8958 2.6099 21.7682 -0.0005 0.0008 0.0024
Si 2.2993 6.983 20.002 0.0006 0.0008 0.0003
Si 14.6202 7.7272 20.0043 -0.0006 0.0003 0.0007
Si 6.3831 11.9425 15.1688 -0.0008 0 0.0011
Si 14.908 12.8597 17.8483 -0.0001 0.0009 0.0005
Si 1.6839 1.4783 19.1923 -0.0003 0.0001 0.0007
Si 12.6461 5.1456 23.2307 -0.0004 0.0006 0.0003
Si 3.3374 6.4196 22.9482 0.0007 -0.001 0.0008
Si 8.6974 10.5366 13.5913 -0.0016 0.0005 0.0003
Si 11.9152 13.1168 17.3216 -0.0005 0.0009 0.0005
Si -1.2821 9.3938 14.9854 -0.0001 0.0003 0.0023
Si 7.359 9.8243 24.4081 0.0005 0.0011 -0.0015
Si 6.4742 12.6207 18.2733 -0.001 -0.0006 -0.0004
Si 13.5184 12.8733 12.5139 -0.0005 0.0022 0.002
Si 14.0885 5.4073 18.1627 -0.0004 0.0005 0.0004
Si 5.7343 13.997 13.0064 0.0016 -0.0005 0.0023
Si 6.108 5.9696 22.1989 -0.0004 0.0001 0.0006
Si 2.7419 9.2008 18.0404 0.0007 0 -0.0001
Si 5.1791 6.564 14.7508 0 0.0002 0.0012
Si 10.5143 3.4797 24.5316 0.0012 -0.0008 -0.0012
Si 7.0128 1.409 22.2352 0.0008 0 0.0007
Si 10.3769 14.3455 19.5292 0.0011 0 0.0007
Si 13.5098 1.2498 25.5948 0.0024 0.0031 0.0017
Si 6.3594 8.6556 13.0487 -0.0011 0.0028 0.0017
Si -0.583 6.4124 15.2984 0.0013 0.0006 0.0013
Si 3.5001 11.9856 18.1341 0.0006 0.0015 -0.0014
Si 11.0914 5.6956 12.6292 -0.0014 -0.001 -0.0002
Si 7.1349 8.7132 21.7193 -0.0002 0.0002 -0.0003
Si 8.4985 5.6027 23.9703 -0.0009 -0.001 -0.0013
Si 10.0388 8.1787 17.079 -0.0016 0.0011 0.0013
Si 15.2489 0.7987 14.7643 0.0003 0.0015 0.0005
Si 5.8488 1.4805 25.169 -0.0012 -0.0005 0
Si 0.0677 8.0958 25.5579 0.0011 -0.0024 -0.0022
Si 15.241 9.7841 17.8953 0 0.0001 0.001
Si 11.5733 9.1955 24.2063 0.0009 -0.0004 -0.0002
Si 11.7313 3.2998 17.5177 -0.0007 0.0001 0.0009
Si 1.4056 4.3281 19.3162 -0.0006 0.0004 0.0007
Si 3.7533 10.5335 15.6201 0.0006 0.0004 0.0008
Si 7.3945 11.4843 20.9155 -0.0004 0.0006 0.0008
Si 7.3691 2.3213 19.519 -0.0005 0.001 0.0004
Si 14.5535 2.9102 23.3007 0.0002 -0.0003 0.0005
Si 14.0743 7.9029 23.1575 -0.0002 -0.0004 0.002
Si 10.6279 6.9386 22.4791 0.0003 0.0008 0.0006
Si 7.6166 6.5911 16.7057 0 0.0012 0.0004
Si 1.7574 3.9951 24.2391 -0.0011 -0.0005 -0.0002
Si 10.2671 5.5161 15.7699 -0.0017 0.0012 0.0014
Si 4.7546 8.4926 24.9356 0.0003 0.0006 -0.0013
Si 9.4785 11.2812 23.0155 -0.001 0.0011 0.0003
Si 7.7144 5.3531 19.5168 0.0004 0.0024 0
Si 9.5084 7.5825 20.0294 0 0.0008 -0.0007
Si 2.1543 5.957 14.4592 0.0007 0 0.0035
Si 0.2549 3.8892 13.8043 0.0003 -0.0001 0.0007
Si 1.2492 11.1054 13.7932 0.0008 -0.0011 0.0015
Si 11.3259 10.5496 15.4459 -0.0012 -0.0009 0.0023
Si 10.1734 1.2803 22.5252 -0.0014 0.0007 0.0012
Si 5.7548 4.2607 12.6592 0.0012 0.0044 -0.0046
O 10.8359 6.8515 16.5349 0.0007 -0.0015 -0.0024
O 13.0063 4.2017 17.9944 -0.0003 0.0001 -0.0011
O 15.4622 2.3751 14.3626 -0.0007 -0.0012 -0.0006
O 14.3109 9.563 16.5955 -0.001 0.0009 -0.0027
O 2.7144 7.0216 21.5705 -0.0003 0.0004 -0.0017
O 10.9072 1.3161 21.0623 -0.0003 0 -0.0017
O 10.8509 4.1617 16.4532 -0.0011 0.0012 -0.0019
O 7.7536 11.603 14.3694 -0.0005 0.001 -0.0004
O 0.1274 1.0224 18.9545 0 0.0007 -0.0011
O 13.6997 1.784 24.0878 0.0005 0.0001 -0.001
O 6.7107 12.7035 21.7562 -0.0009 0.0003 -0.0011
O 15.5824 3.8325 24.2111 -0.0006 -0.0001 -0.0021
O 5.7508 0.4356 14.452 -0.0003 0.0005 -0.0013
O 11.0276 7.6857 23.8704 -0.0003 0 -0.0012
O 10.097 8.2535 18.694 -0.0001 0.0006 -0.0012
O 2.6685 0.4835 18.4402 0.0002 -0.0004 -0.0028
O 5.9888 7.5849 21.9283 -0.0002 0.0003 -0.0013
O 8.624 5.5064 15.9601 0.0016 0.0001 -0.0016
O 6.5028 10.1495 21.2626 -0.0003 0.0002 -0.0016
O -0.2981 0.685 16.38 -0.0001 0.0006 -0.003
O 6.9224 5.5746 23.5738 0.0006 0.0006 -0.0014
O 11.53 12.0344 16.1455 -0.0003 0.0003 -0.002
O 0.7146 7.3112 19.9738 0 0.0002 -0.0015
O 6.1857 1.7395 23.5952 -0.0008 0.0003 0
O 6.5985 2.3752 20.9731 -0.0003 0.0003 -0.002
O 8.1397 11.2258 24.001 -0.001 -0.0004 -0.001
O 5.2883 10.7108 15.0564 0.0006 0.001 -0.0017
O 15.5097 4.7256 18.5454 0.0006 0.0003 -0.001
O 6.5359 14.2537 18.4358 0.0002 0.0005 -0.0013
O 14.1988 6.2155 16.752 -0.0006 0.0008 -0.0018
O 6.7847 12.2331 16.7233 -0.0005 0.0001 -0.002
O 10.7906 13.1261 18.5158 -0.0002 0.0006 -0.0018
O 2.8961 10.6352 18.8136 -0.0004 0.0009 -0.001
O -1.2143 7.7811 14.6252 -0.0005 0.0004 -0.0013
O 16.6376 3.99 20.9085 0.0003 0.0001 -0.0026
O 3.8355 7.706 23.8445 0.0004 0.0015 -0.001
O 6.1498 6.631 16.0405 -0.0019 0.001 -0.0024
O 10.9118 2.9285 18.8893 0 0.0001 -0.0012
O 10.1503 10.5323 14.3173 -0.0003 0.0005 -0.0018
O 9.2099 5.9634 19.8523 -0.0009 -0.0011 -0.0014
O 8.9301 11.2157 21.4625 0.0003 0.0001 -0.0013
O 12.0849 1.8541 16.7877 -0.0003 0.0003 -0.0011
O 8.4491 8.0243 16.6402 0.0004 0.0006 -0.0011
O 10.7817 5.6001 14.2222 0.0004 0.0004 0.0016
O 9.0744 4.0838 24.0504 -0.001 0.0008 -0.0018
O 4.5932 5.4595 22.5037 -0.001 0.0009 -0.0017
O 14.4761 9.142 19.1893 -0.0004 0.0007 -0.0019
O 13.5848 6.4087 23.6403 -0.0005 0.0003 -0.0016
O 1.7686 4.3639 14.2694 -0.0012 0.0002 -0.0012
O 7.872 8.8224 23.2028 -0.0003 0.0007 -0.0004
O 7.8401 9.1134 13.6232 0.0005 0.001 0.0016
O 13.3089 12.6971 18.0584 -0.001 0.0003 -0.0009
O 13.1066 9.1494 23.6373 -0.0007 0.0006 -0.0015
O 14.6737 5.0255 14.4139 -0.001 0.0004 -0.0013
O 15.4196 2.0781 22.212 -0.0007 0.0018 -0.0006
O 2.6083 10.4609 14.459 -0.0002 0.0002 -0.0011
O 10.9392 2.3196 23.5 0.0003 0.0002 -0.0012
O 1.0087 12.6462 14.2974 -0.0009 0.0017 -0.001
O 4.996 12.1353 18.7098 -0.0017 0.0016 -0.0011
O -1.7392 6.5229 19.3189 -0.0002 0.0004 -0.0014
O 2.322 2.9305 23.1061 -0.0007 0.0006 -0.0031
O 5.7493 5.3492 13.8405 -0.0001 0.0022 0.0007
O 8.7715 14.3532 19.6661 -0.0006 0.0005 -0.0014
O 6.7496 5.3596 20.8323 -0.0005 0 -0.001
O 5.7269 2.7659 13.3118 -0.0004 -0.0016 0.0011
O 7.2207 6.2495 18.254 -0.0004 0 -0.0002
O 10.3072 12.6537 23.2238 0.0004 -0.0002 -0.0008
O 11.6044 5.6848 22.1125 0.0002 0.0003 -0.002
O 5.6985 9.738 24.3722 -0.0004 -0.0001 -0.0017
O 3.4684 11.8775 16.5066 0.0002 -0.0002 -0.0003
O 10.5902 10.159 23.3534 0.0003 -0.0004 -0.0017
O 12.6966 10.0299 14.6917 -0.0001 0.0007 -0.0024
O 15.5113 8.1101 23.9197 0.0004 0.0005 -0.0005
O -0.067 10.1813 14.193 -0.001 0.001 -0.002
O 10.806 9.5113 16.5878 0.0005 0.0014 -0.0014
O 8.595 14.4846 22.5007 0.0003 0.0004 -0.002
O 3.6232 6.2144 15.1003 -0.0001 0.0004 -0.0007
O 7.4617 11.818 19.3136 -0.0004 0.0007 -0.0012
O 10.6348 7.8863 21.1679 -0.0004 0.0003 -0.0007
O 3.6435 9.2446 16.6554 -0.0008 0.0014 -0.0008
O 1.9606 2.9757 18.5943 -0.0008 0.0003 -0.0013
O 5.2717 8.0858 14.1277 0.0005 0 -0.0019
O 3.1644 8.0327 19.0915 -0.0008 0.0002 -0.0011
O 13.5243 3.9472 22.5871 0.0004 -0.0015 -0.0009
O 7.7009 3.8143 18.9869 0 0 -0.0014
O 11.5163 6.7314 26.5775 -0.0072 -0.0005 -0.0017
O 14.164 7.9597 21.5422 -0.0008 0.0008 -0.0011
O 13.8431 13.0439 14.1099 -0.0002 -0.0003 -0.0015
O 8.1249 8.2918 20.506 -0.0011 0.0011 -0.0009
O 2.5095 5.5258 19.2815 -0.001 0.0009 -0.0014
O 15.5534 11.3754 18.0579 -0.0004 0.0001 -0.0009
O 9.1324 6.3553 22.6779 -0.001 -0.0006 -0.0004
O 1.1795 9.0109 17.6211 -0.0006 0.0008 -0.0012
O 1.0405 6.6238 15.4585 -0.0011 0.0005 -0.001
O 17.5356 1.4817 20.7914 -0.0006 0.001 -0.0028
O 2.2806 5.4903 23.7985 -0.0004 0.0008 -0.0015
O 9.2018 6.9773 27.8204 0.0086 0.0014 -0.0028
O 13.3996 8.8267 11.3859 0.0007 -0.001 -0.0017
O 3.6644 11.4106 26.2706 -0.0098 -0.0066 -0.0214
O 6.234 5.2751 26.8913 0.0013 -0.0006 -0.002
O 4.147 13.37 27.8417 0.0165 -0.0138 0.0082
O 2.0164 6.7487 10.3679 -0.0003 0.0019 -0.0037
O 13.6859 5.174 26.8354 0.0015 -0.0195 0.0043
O 9.8415 8.6896 11.0417 0.0084 -0.0195 -0.0006

Results
free energy: -249725.858 eV
free energy less fixed offsets of O -568.88, Si -635.61 eV per atom: -6.098 eV

The program warned: the cutoff lies below the one the program advises for these potential files; the forces do not sum to zero within the program's tolerance; the exchange-correlation potential is rough where the density is thin.
